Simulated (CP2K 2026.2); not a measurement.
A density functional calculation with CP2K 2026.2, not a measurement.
Periodic cell of 534 atoms, Si358O176, from a study of silicon, its oxide and their interface. The atomic structure is a simulated model.
Doubt: the forces sum to 1.38 eV/angstrom along one axis rather than to zero, so they err by at least 0.0026 eV/angstrom per atom on average; the grid cutoff is modest.

Settings: functional PBE; method Gaussian and plane waves; basis set DZVP-MOLOPT-SR-GTH; pseudopotentials GTH-PBE; grid cutoff 350 Ry, relative cutoff 50 Ry; k points Gamma only; occupations fixed; spin none; net charge 0.

Cell vectors (angstrom)
a	16.4025	0	0
b	0	16.4025	0
c	0	0	35.39

Atoms and the computed forces on them: element, x, y, z (angstrom), force x, y, z (eV/angstrom)
Si	16.333	16.303	0.071	-0.047	-0.176	0.251
Si	2.703	2.354	34.865	0.118	-0.164	-0.044
Si	16.143	6.174	35.138	0.035	-0.038	0.174
Si	3.039	8.373	0.097	-0.015	0.19	0.248
Si	15.965	11.372	35.184	0.182	-0.18	0.364
Si	3.058	13.347	0.025	0.161	-0.06	-0.085
Si	5.2	0.376	35.252	0.091	-0.225	0.144
Si	7.982	2.746	35.207	0.255	0.198	0.241
Si	5.401	6.149	35.38	0.086	0.129	0.113
Si	9.028	7.799	35.214	0.005	0.234	0.094
Si	5.397	11.245	0.197	0.088	0.155	-0.109
Si	8.792	13.576	35.087	-0.431	0.416	0.331
Si	11.551	16.187	35.04	0.185	-0.057	0.472
Si	13.397	3.429	35.206	-0.298	0.251	0.521
Si	11.081	5.514	0.23	0.047	0.026	-0.276
Si	13.802	8.193	0.259	0.337	-0.245	-0.009
Si	11.732	10.389	35.285	0.341	-0.459	0.148
Si	13.711	13.703	0.169	-0.187	-0.155	-0.003
Si	1.401	1.368	1.191	-0.056	-0.014	-0.214
Si	4.222	4.452	1.183	-0.05	-0.065	-0.049
Si	1.373	7.109	1.255	0.126	-0.086	-0.33
Si	4.23	9.749	1.548	-0.03	-0.118	-0.269
Si	1.339	12.292	1.258	-0.159	0.042	-0.327
Si	4.177	15.082	1.204	-0.02	0.014	-0.244
Si	6.756	1.452	1.294	-0.115	-0.061	-0.059
Si	9.507	4.095	1.237	-0.116	-0.195	-0.247
Si	7.132	7.029	1.258	0.139	0.041	-0.188
Si	9.948	9.506	1.226	-0.215	-0.137	-0.217
Si	7.13	12.462	1.179	-0.073	-0.044	-0.217
Si	9.773	15.194	1.086	0.123	-0.012	-0.179
Si	12.448	1.505	1.094	0.041	0.097	-0.215
Si	15.132	4.389	1.129	-0.091	0.076	-0.219
Si	12.414	6.86	1.591	0.011	-0.05	-0.265
Si	15.11	9.741	1.413	-0.061	0.133	-0.366
Si	12.379	12.195	1.345	0.132	0.164	0.162
Si	15.085	14.977	1.517	0.199	0.227	-0.143
Si	0.071	2.874	2.489	-0.185	-0.014	-0.062
Si	2.778	0.034	2.586	0.06	-0.065	0.112
Si	0.083	8.377	2.74	0.087	0.041	0.053
Si	2.73	5.634	2.596	0.012	0.002	0.033
Si	0.102	13.647	2.77	0.047	-0.076	0.026
Si	2.719	11.022	2.751	-0.087	0.062	0.149
Si	5.444	2.886	2.59	-0.128	0.162	0.1
Si	8.26	0.063	2.519	0.076	-0.132	-0.089
Si	5.675	8.326	2.704	0.04	-0.182	0.132
Si	8.246	5.493	2.66	-0.143	0.01	0.08
Si	5.642	13.78	2.575	0.023	-0.068	0.022
Si	8.394	10.958	2.528	0.169	-0.126	-0.093
Si	10.935	2.72	2.559	0.081	-0.208	-0.114
Si	13.729	0.129	2.644	-0.11	0.191	-0.017
Si	11.03	8.224	2.844	0.02	0.101	0.12
Si	13.824	5.493	2.772	0.116	-0.057	0.198
Si	10.977	13.721	2.594	-0.007	-0.159	-0.133
Si	13.753	10.993	2.837	-0.129	0.19	-0.107
Si	1.401	4.191	3.964	0.065	0.039	-0.095
Si	4.112	1.444	3.962	0.032	0.01	-0.092
Si	1.425	9.659	4.166	0.002	-0.049	-0.075
Si	4.169	6.926	3.999	0.143	0.025	-0.147
Si	1.449	15.094	4.039	-0.044	0.049	-0.037
Si	4.194	12.417	3.982	-0.07	0.044	-0.137
Si	6.83	4.162	4.022	0.039	0.032	-0.019
Si	9.586	1.376	3.97	0.058	0.167	-0.001
Si	7.009	9.686	4.035	-0.118	-0.073	-0.076
Si	9.601	6.825	4.084	-0.048	0.067	-0.035
Si	6.937	15.124	3.985	-0.072	-0.049	-0.005
Si	9.637	12.34	3.997	0.043	0.116	-0.088
Si	12.329	4.084	3.987	0.103	-0.006	-0.084
Si	15.117	1.506	3.966	-0.007	-0.139	-0.097
Si	12.378	9.613	4.166	-0.094	0.029	0
Si	15.126	6.939	4.096	-0.047	-0.093	-0.079
Si	12.341	15.105	3.988	-0.003	0.019	-0.165
Si	15.105	12.361	4.163	0.057	-0.137	-0.036
Si	16.346	16.374	10.874	0.03	0.029	0
Si	2.687	2.69	10.858	0.025	0.012	0.001
Si	16.343	5.433	10.869	-0.007	0.027	0.002
Si	2.691	8.185	10.874	-0.001	0.012	0.006
Si	16.354	10.948	10.863	-0.018	0.039	0.001
Si	2.676	13.655	10.867	0.03	0.015	-0.011
Si	5.411	16.365	10.862	0.031	0.03	0.003
Si	8.158	2.692	10.856	0.004	0.018	-0.007
Si	5.424	5.427	10.857	0.042	0.033	0.002
Si	8.153	8.168	10.856	0.021	0.028	0.003
Si	5.42	10.92	10.865	0.007	0.021	-0.017
Si	8.149	13.644	10.872	0.014	0.021	0.004
Si	10.885	16.372	10.885	0.015	0.02	0.007
Si	13.613	2.688	10.87	0.041	0.005	-0.008
Si	10.874	5.428	10.851	0.001	0.057	-0.015
Si	13.608	8.186	10.861	0.026	0.036	0.006
Si	10.88	10.914	10.872	0.027	-0.022	0.013
Si	13.621	13.662	10.883	0.007	0.01	0.01
Si	1.314	1.323	12.232	-0.017	0.014	0
Si	4.054	4.044	12.218	-0.073	0.008	-0.024
Si	1.293	6.812	12.221	-0.002	-0.031	-0.009
Si	4.04	9.561	12.238	0.05	0.007	0.005
Si	1.287	12.313	12.256	0.008	-0.065	0.007
Si	4.035	14.998	12.241	-0.047	-0.041	-0.012
Si	6.789	1.309	12.218	-0.037	-0.017	-0.027
Si	9.522	4.046	12.232	-0.027	0.004	0.017
Si	6.782	6.791	12.22	-0.036	-0.038	-0.007
Si	9.498	9.538	12.229	-0.017	-0.046	-0.001
Si	6.778	12.268	12.237	-0.04	-0.026	-0.001
Si	9.504	14.996	12.246	-0.006	-0.047	0.001
Si	12.256	1.317	12.259	-0.013	0.041	0.023
Si	14.963	4.059	12.227	-0.023	-0.002	0.006
Si	12.214	6.813	12.211	-0.014	-0.05	-0.022
Si	14.954	9.581	12.208	0.011	-0.047	-0.023
Si	12.237	12.283	12.239	-0.009	-0.025	-0.02
Si	14.973	15.016	12.27	-0.003	-0.018	0.016
Si	16.32	2.67	13.581	0.002	-0.018	0.024
Si	2.631	16.322	13.615	0.031	0.046	0.002
Si	16.285	8.185	13.551	-0.042	0.074	0.033
Si	2.642	5.395	13.551	0.062	-0.008	0.028
Si	16.303	13.641	13.671	-0.043	0.025	0.022
Si	2.635	10.912	13.6	-0.049	0.04	0.007
Si	5.397	2.635	13.575	0.068	0.024	0.039
Si	8.113	16.332	13.615	-0.029	0.047	0.015
Si	5.394	8.15	13.573	-0.033	0.007	0.005
Si	8.124	5.392	13.584	0.031	0.053	0.027
Si	5.384	13.604	13.598	0.041	-0.018	-0.006
Si	8.107	10.869	13.606	0.004	0.022	0.009
Si	10.862	2.658	13.621	0.055	-0.048	0.021
Si	13.582	16.338	13.663	0.012	0.013	0.03
Si	10.839	8.161	13.6	-0.002	0.015	-0.001
Si	13.536	5.402	13.556	0.051	0.055	-0.015
Si	10.829	13.594	13.614	0.058	0.049	-0.001
Si	13.58	10.911	13.614	0.011	0.012	0.027
Si	1.276	4.033	14.934	-0.003	0.068	0.071
Si	4.039	1.248	14.948	-0.179	-0.043	0.103
Si	1.223	9.547	14.935	0.035	-0.018	0.072
Si	3.99	6.777	14.891	-0.019	0.011	-0.048
Si	1.25	15.018	15.059	0.063	0.025	0.022
Si	3.996	12.265	14.978	0.048	-0.025	0.027
Si	6.772	3.98	14.933	-0.125	-0.084	0.004
Si	9.493	1.267	14.985	0.056	0.087	-0.007
Si	6.748	9.483	14.974	-0.008	0	0.016
Si	9.471	6.767	14.959	-0.046	-0.033	0.057
Si	6.734	14.951	14.979	-0.019	-0.09	0.054
Si	9.448	12.228	14.987	-0.022	-0.027	0.068
Si	12.207	4.045	14.987	-0.01	0.07	0.054
Si	14.973	1.323	15	0.01	0.022	-0.049
Si	12.167	9.564	14.963	0.049	-0.014	0.047
Si	14.858	6.826	14.859	-0.098	-0.2	0
Si	12.17	14.941	15.006	-0.067	-0.075	-0.023
Si	14.906	12.268	15.039	0.021	-0.003	0.036
Si	16.274	16.389	16.465	-0.027	0.066	0.145
Si	2.642	2.603	16.282	0.103	-0.066	0.001
Si	16.218	5.452	16.168	0.012	0.164	-0.08
Si	2.544	8.089	16.231	0.163	0.041	0.03
Si	16.296	10.895	16.386	-0.14	-0.031	0.149
Si	2.667	13.653	16.386	-0.107	-0.041	0.07
Si	5.338	16.244	16.376	0.012	-0.03	-0.004
Si	8.119	2.61	16.343	0.041	-0.026	0.049
Si	5.347	5.366	16.191	-0.033	0.102	0.065
Si	8.113	8.112	16.362	0.047	-0.048	0.06
Si	5.298	10.795	16.303	-0.023	0.104	0.091
Si	8.058	13.559	16.365	-0.105	0.046	0.021
Si	10.776	16.248	16.392	0.046	-0.096	0.149
Si	13.595	2.68	16.343	0.082	-0.078	0.113
Si	10.779	5.373	16.355	0.054	-0.073	0.041
Si	13.466	8.121	16.276	0.083	0.099	0.13
Si	10.79	10.88	16.392	-0.028	0.018	0.022
Si	13.467	13.576	16.434	-0.072	-0.033	0.059
Si	1.311	1.375	17.843	0.088	-0.082	-0.064
Si	3.993	4.032	17.565	0.148	-0.019	0.043
Si	1.151	6.744	17.577	-0.092	-0.282	-0.01
Si	3.907	9.375	17.623	-0.086	-0.054	-0.121
Si	1.334	12.279	17.756	0.129	-0.043	-0.065
Si	3.985	14.942	17.896	0.04	0.077	0.068
Si	6.797	1.137	17.657	0.046	-0.084	0.023
Si	9.44	3.978	17.765	-0.006	0.095	0.025
Si	6.722	6.634	17.602	-0.026	-0.159	0.014
Si	9.472	9.473	17.784	0.099	-0.01	-0.021
Si	6.623	12.171	17.675	-0.037	0.074	-0.134
Si	9.371	14.854	17.853	-0.006	-0.13	0.13
Si	12.225	1.23	17.64	-0.017	0	-0.031
Si	14.967	4.143	17.646	-0.026	-0.026	-0.032
Si	12.051	6.823	17.714	-0.007	0.125	0.1
Si	14.849	9.438	17.651	-0.029	-0.071	-0.113
Si	12.053	12.213	17.887	0.017	0.067	0.072
Si	14.805	14.993	17.765	-0.075	-0.004	-0.251
Si	0.334	3.247	18.982	-0.195	-0.048	0.385
Si	2.76	0.094	19.308	-0.054	0.142	0.175
Si	16.21	8.08	19.041	0.019	0.007	0.332
Si	2.178	4.996	18.812	-0.374	0.301	-0.645
Si	16.173	13.575	18.982	0.013	0.319	0.088
Si	2.597	10.71	19.069	0.09	-0.081	0.26
Si	5.591	2.72	18.796	-0.04	0.173	0.298
Si	7.814	16.038	19.252	-0.189	0.057	-0.209
Si	5.182	7.821	18.877	-0.099	0.181	-0.023
Si	8.052	5.379	19.133	0.008	0.005	0.461
Si	5.228	13.32	19.212	-0.04	-0.208	0.2
Si	7.917	10.746	18.991	0.054	0.016	0.07
Si	10.84	2.502	18.99	-0.081	-0.199	0.057
Si	13.38	16.277	19.211	0.292	0.146	0.194
Si	10.675	8.082	19.328	0.013	-0.068	0.301
Si	13.517	5.49	18.946	0.033	0.095	0.217
Si	10.602	13.474	19.424	-0.104	-0.119	-0.189
Si	13.378	10.638	19.055	0.128	-0.049	0.134
Si	4.113	4.687	21.328	0.305	0.021	0.253
Si	4.14	1.844	20.31	0.226	-0.127	-0.403
Si	0.867	9.738	20.383	-0.081	-0.016	-0.102
Si	3.588	6.434	19.989	-0.208	-0.101	0.287
Si	1.453	15.357	20.926	0.003	0.017	-0.256
Si	4.305	11.474	20.539	-0.169	-0.351	-0.318
Si	6.897	3.835	20.533	-0.223	0.135	-0.645
Si	10.12	0.956	20.719	0.309	-0.026	-0.246
Si	6.548	9.243	20.175	-0.171	-0.293	0.4
Si	8.849	7.046	20.668	-0.059	0.215	-0.855
Si	6.647	14.437	20.661	-0.133	0.113	-0.266
Si	8.807	12.152	20.674	0.221	-0.09	0.013
Si	12.215	3.967	20.106	0.107	-0.057	-0.286
Si	14.675	2.183	21.053	-0.108	0.155	-0.063
Si	12.387	9.086	20.679	0.031	0.033	-0.063
Si	14.683	6.913	20.448	0.161	-0.05	0.038
Si	11.626	15.321	20.569	-0.114	0.28	0.16
Si	15.004	11.916	20.069	-0.296	-0.39	0.001
Si	4.756	1.502	23.114	0.025	0.759	0.171
Si	16.381	5.94	23.04	-0.122	-0.014	0.216
Si	4.214	8.885	24.692	0.081	-0.125	0.296
Si	2.427	12.831	22.682	-0.181	-0.204	0.061
Si	6.851	12.873	25.152	0.052	-0.301	0.323
Si	3.371	14.885	24.553	-0.134	-0.007	0.243
Si	9.001	2.871	22.818	0.001	0.284	0.14
Si	3.848	4.206	24.208	-0.187	0.071	0.334
Si	2.213	8.045	22.363	0.098	-0.088	0.125
Si	5.531	15.227	23.619	0.023	-0.303	0.133
Si	11.776	10.455	23.534	0.315	0.029	0.311
Si	8.625	1.433	25.705	0.146	-0.066	0.351
Si	12.137	4.258	24.504	0.507	-0.128	0.451
Si	10.229	4.951	22.438	-0.204	-0.222	0.135
Si	0.928	7.85	28.46	0.125	-0.103	-0.255
Si	13.437	1.65	23.617	0.092	-0.233	0.357
Si	16.303	11.601	24.195	-0.047	-0.077	0.343
Si	0.887	3.462	24.384	0.026	0.177	0.288
Si	1.694	0.663	23.337	-0.443	0.15	0.386
Si	15.08	5.109	25.53	0.231	-0.055	0.145
Si	7.091	8.662	24.993	-0.118	-0.094	0.194
Si	13.771	12.621	22.764	0.157	0.191	0.322
Si	8.901	13.826	27.271	0.021	0.065	0.019
Si	7.272	16.383	28.053	-0.035	-0.045	0.023
Si	13.778	16.049	31.462	0.136	-0.186	-0.339
Si	5.519	6.444	25.71	-0.046	0.028	0.059
Si	9.962	9.556	29.897	-0.066	-0.083	-0.221
Si	7.103	5.778	28.397	-0.096	0.124	-0.031
Si	10.681	15.406	25.353	0.202	-0.023	0.136
Si	12.307	15.159	22.837	0.021	-0.052	-0.053
Si	16.221	3.562	29.665	0.02	-0.028	-0.363
Si	10.042	5.228	28.863	0.004	0.033	0.103
Si	15.165	11.992	26.85	-0.128	0.058	0.181
Si	12.545	13.328	31.461	0.117	0.037	-0.455
Si	8.789	10.784	23.593	-0.136	0.023	0.314
Si	14.784	1.532	33.489	0.007	-0.009	-0.034
Si	4.633	14.893	29.32	0.115	0.027	-0.021
Si	2.468	9.597	30.367	0.118	-0.017	-0.239
Si	1.075	2.203	32.154	0.202	-0.055	-0.418
Si	7.45	8.779	28.253	-0.057	-0.072	-0.053
Si	4.077	7.612	31.965	0.098	-0.054	-0.362
Si	8.035	14.022	31.988	-0.092	-0.143	-0.315
Si	15.559	13.651	31.415	-0.136	0.04	-0.265
Si	5.085	5.145	30.672	-0.107	0.099	-0.257
Si	9.233	4.072	31.52	-0.022	-0.107	-0.333
Si	10.133	12.739	29.951	0.026	0.039	-0.228
Si	14.763	6.099	28.6	0.051	-0.088	-0.203
Si	13.32	9.64	26.199	0.123	0.006	0.225
Si	11.988	7.725	28.453	0.019	0.004	-0.087
Si	3.035	16.361	31.277	0.129	0.057	-0.259
Si	13.022	0.837	26.439	-0.145	0.017	0.093
Si	16.303	14.178	28.575	-0.15	-0.01	-0.073
Si	2.044	5.437	29.723	0.313	-0.055	-0.283
Si	6.063	0.027	32.363	-0.048	0.094	-0.229
Si	1.262	9.613	33.094	0.082	-0.04	0.134
Si	6.638	4.572	33.08	0.024	-0.086	-0.319
Si	7.991	1.502	30.772	-0.076	0.06	-0.1
Si	5.744	10.18	32.715	-0.262	0.117	-0.17
Si	9.903	1.559	32.983	-0.096	0.162	-0.269
Si	10.886	3.065	27.015	0.12	-0.113	0.161
Si	4.133	11.424	26.049	0.035	-0.154	0.238
Si	8.676	9.514	32.53	0.142	-0.191	-0.059
Si	5.677	12.52	30.946	-0.099	0.056	-0.186
Si	16.262	9.512	26.288	0.122	-0.246	0.129
Si	1.334	14.475	33.14	0.105	-0.039	-0.058
Si	14.984	0.643	28.873	-0.02	0.1	-0.073
Si	10.762	11.642	33.66	0.144	-0.149	-0.324
Si	1.347	6.646	32.554	0.109	-0.025	-0.211
Si	2.804	13.778	27.234	-0.045	-0.029	0.159
Si	5.071	10.569	28.869	-0.03	-0.023	-0.034
O	4.45	16.397	32.092	-0.035	0.051	0.403
O	15.054	0.846	34.947	-0.219	0.104	-0.09
O	1.917	2.72	33.455	-0.064	0.246	0.091
O	3.299	3.795	35.335	0.15	0.092	0.112
O	0.544	5.787	33.703	-0.341	0.121	0.272
O	1.249	5.943	31.074	-0.101	0.136	0.276
O	4.276	7.333	35.105	-0.119	0.018	0.263
O	2.417	9.279	34.225	0.001	0.154	0.274
O	14.802	12.552	34.805	-0.058	0.137	-0.134
O	0.144	10.57	33.817	-0.052	0.383	-0.071
O	4.247	12.267	34.981	-0.028	0.211	0.281
O	2.527	13.692	33.896	0.024	-0.096	-0.028
O	6.173	16.295	33.985	-0.275	0.216	0.09
O	3.982	1.321	34.608	0.001	0	0.045
O	8.875	1.758	34.239	0.031	0.025	0.106
O	8.378	3.066	30.55	-0.164	0.118	-0.269
O	6.04	5.859	33.876	0.106	0.188	0.04
O	8.138	4.862	32.46	-0.228	0.286	0.292
O	8.564	8.483	33.783	-0.309	-0.276	0.131
O	4.96	11.411	31.928	-0.09	-0.119	0.314
O	6.049	10.507	34.269	0.327	-0.054	-0.073
O	4.824	8.843	32.687	-0.103	-0.043	0.112
O	10.127	12.634	34.822	-0.13	0.012	-0.051
O	8.385	14.107	33.568	-0.037	-0.179	0.273
O	11.036	0.559	33.617	0.074	-0.21	0.12
O	12.678	14.905	34.798	-0.016	-0.112	-0.092
O	0.655	15.514	34.197	0.02	0.256	0.277
O	14.161	3.011	33.783	0.23	-0.267	-0.048
O	10.156	6.621	34.726	-0.302	0.077	0.454
O	12.204	4.562	34.774	0.22	-0.461	0.255
O	14.856	7.207	34.752	0.194	-0.182	0.563
O	12.807	9.167	34.729	-0.516	0.583	0.186
O	9.486	10.877	32.961	0.006	0.137	0.06
O	11.736	13.093	30.052	-0.013	-0.122	0.194
O	3.603	10.476	29.586	-0.186	0.164	-0.016
O	0.231	13.376	32.61	0.136	-0.007	0.249
O	3.39	3.253	20.848	0.007	-0.093	0.204
O	3.535	5.003	22.824	-0.274	0.151	-0.139
O	5.704	0.442	23.909	0.359	-0.049	-0.299
O	5.208	1.464	21.545	0.153	-0.264	0.086
O	1.34	9.355	21.937	0.235	0.044	-0.046
O	16.11	10.876	20.737	0.15	0.077	-0.222
O	2.81	7.552	20.935	0.055	0.089	-0.075
O	7.619	8.176	21.006	-0.031	0.325	-0.339
O	0.162	14.678	20.204	0.121	-0.04	-0.332
O	2.214	14.121	21.707	0.214	-0.011	-0.359
O	3.473	11.828	21.937	0.265	-0.051	0.165
O	6.642	14.347	24.47	0.055	0.419	-0.054
O	5.745	4.572	21.454	0.016	-0.006	0.145
O	7.805	3.081	21.688	-0.042	-0.318	-0.058
O	10.036	1.733	22.188	0.001	-0.328	0.282
O	8.549	0.532	20.441	0.123	-0.301	-0.008
O	5.479	10.314	20.996	-0.161	0.353	-0.591
O	3.442	8.327	23.388	-0.176	-0.045	-0.322
O	9.291	6.273	22.076	0.113	0.006	0.219
O	1.248	6.933	23.026	0.289	0.059	-0.162
O	7.823	13.385	21.203	0.059	0.111	0.057
O	5.784	14.925	22.008	0.146	0.23	0.17
O	8.943	11.117	21.99	0.185	0.023	-0.295
O	10.311	10.774	24.168	0.216	-0.092	-0.17
O	13.41	3.213	20.939	0.064	-0.039	0.285
O	14.734	1.972	22.682	0.195	-0.134	-0.11
O	16.067	2.833	20.49	0.212	-0.108	-0.102
O	0.508	4.382	23.076	0.05	-0.231	-0.087
O	13.607	8.014	21.096	-0.299	0.159	-0.361
O	11.774	9.564	22.158	0.129	-0.09	-0.358
O	15.621	6.231	24.47	0.189	0.128	-0.106
O	15.423	6.159	21.742	-0.131	-0.045	-0.218
O	14.344	0.807	20.237	0.075	-0.149	0.023
O	12.732	0.317	23.032	-0.102	0.356	-0.313
O	14.11	12.745	21.187	-0.146	0.015	-0.079
O	13.582	14.182	23.262	0.044	-0.127	0.104
O	3.163	1.208	22.947	0.077	-0.261	-0.383
O	13.606	4.695	25.016	-0.443	-0.032	0.103
O	2.159	1.344	31.258	-0.268	0.238	-0.059
O	16.162	3.85	25.528	-0.16	-0.082	0.031
O	5.743	9.402	24.418	-0.188	0.067	-0.15
O	4.805	2.908	23.935	0.156	-0.343	-0.146
O	2.005	15.786	24.291	0.03	-0.025	0.071
O	1.035	12.137	23.173	0.038	-0.064	-0.086
O	3.101	13.352	24.055	-0.19	-0.33	0.135
O	0.933	0.103	21.999	-0.004	-0.111	0.167
O	8.381	15.205	27.941	-0.089	0.037	0.369
O	7.635	13.057	26.581	-0.233	-0.01	-0.158
O	7.341	0.852	26.629	0.067	0.099	-0.182
O	11.075	4.675	21.055	0.069	0.469	0.187
O	4.737	5.157	25.152	-0.048	-0.227	-0.192
O	2.412	3.823	24.908	-0.018	0.095	-0.046
O	4.404	7.671	25.811	-0.024	0.125	0.095
O	6.151	5.902	27.094	-0.031	-0.177	-0.226
O	8.265	9.286	24.062	0.32	0.189	-0.231
O	7.538	7.27	28.84	-0.195	-0.034	0.205
O	10.084	14.149	26.196	0.022	0.05	-0.218
O	7.795	11.905	24.243	-0.162	-0.159	-0.156
O	9.545	0.159	25.258	-0.03	0.177	-0.26
O	11.158	4.082	25.786	-0.048	0.243	-0.33
O	11.365	5.336	23.569	-0.067	0.271	-0.257
O	12.335	2.858	23.679	-0.318	0.012	-0.123
O	15.027	4.71	29.48	0.068	-0.171	-0.098
O	13.862	0.471	30.055	-0.21	0.02	0.274
O	0.861	8.37	26.893	-0.185	0.127	0.01
O	15.892	7.231	28.924	-0.087	0.332	0.304
O	12.356	11.916	23.102	-0.133	0.034	-0.166
O	12.365	8.679	27.148	0.096	0.116	0.037
O	15.897	12.556	25.48	-0.043	0.094	-0.167
O	13.882	1.364	25.159	0.115	0.102	-0.39
O	3.387	14.889	26.196	0.329	-0.062	-0.378
O	1.187	4.219	29.004	0.071	-0.111	0.254
O	0.849	1.859	24.064	0.139	-0.133	-0.194
O	3.912	13.772	28.409	0.226	-0.358	-0.084
O	2.065	6.671	28.622	-0.128	-0.062	0.061
O	1.257	9.173	29.362	0.088	-0.017	0.213
O	3.432	10.227	25.181	-0.178	0.227	0.099
O	7.342	8.903	26.612	0.106	-0.127	0.045
O	6.108	9.323	29.018	-0.06	-0.132	0.081
O	3.191	8.194	30.733	-0.135	-0.119	-0.098
O	5.833	15.686	28.499	-0.201	0.103	-0.115
O	9.551	12.927	28.449	0.113	-0.268	0.061
O	9.457	2.331	26.794	-0.009	-0.231	0.077
O	7.767	0.909	29.289	0.16	0.288	0.008
O	12.103	1.997	27.106	0.052	-0.029	-0.053
O	15.743	2.109	29.019	-0.205	0.138	0.066
O	6.786	7.04	24.819	0.061	0.044	-0.08
O	6.812	3.434	34.242	0.304	-0.443	0.169
O	8.547	5.041	28.189	0.014	-0.095	0.152
O	11.391	8.836	29.513	-0.057	0.065	0.203
O	10.093	11.141	30.243	-0.144	-0.136	0.367
O	7.094	12.739	31.69	0.065	-0.276	-0.166
O	11.045	14.854	23.859	-0.127	0.102	-0.063
O	12.564	14.969	31.6	-0.16	-0.123	-0.004
O	12.057	15.977	26.051	-0.127	-0.096	-0.097
O	8.416	2.345	24.323	-0.034	-0.057	-0.347
O	2.023	15.238	31.877	-0.106	-0.226	-0.094
O	14.918	5.68	27.031	0.07	0.009	-0.034
O	13.315	6.832	28.884	0.054	0.005	0
O	10.774	6.601	28.313	-0.187	-0.208	-0.075
O	0.292	10.119	24.815	-0.004	0.032	-0.18
O	16.153	10.768	27.361	-0.056	-0.014	-0.258
O	14.763	8.857	26.13	0.031	0.066	-0.221
O	14.165	0.466	27.498	0.197	-0.169	-0.025
O	12.634	9.728	24.725	-0.02	0.106	-0.341
O	14.897	11.622	23.377	-0.235	-0.162	-0.289
O	10.895	3.917	28.396	0.133	0.043	0.025
O	13.654	0.725	32.653	0.009	0.139	0.165
O	7.101	15.335	31.681	-0.074	0.097	-0.116
O	5.007	13.992	30.662	0.111	0.158	0.151
O	0.681	8.153	32.595	-0.171	0.007	-0.213
O	1.892	10.316	31.732	-0.179	0.281	0.368
O	0.317	3.301	31.208	0.162	0.166	0.548
O	3.561	4.902	30.096	0.025	-0.212	-0.043
O	4.864	10.69	27.288	0.093	-0.164	-0.291
O	5.348	12.261	25.34	0.068	0.152	-0.242
O	6.194	4.995	29.494	0.084	-0.207	0.051
O	2.973	6.773	32.863	0.089	-0.263	0.023
O	9.214	0.827	31.666	0.315	0.152	0.366
O	6.613	1.409	31.667	-0.116	0.023	0.178
O	1.305	14.069	27.769	-0.04	0.204	0.027
O	9.333	13.746	31.002	-0.135	0.19	0.164
O	5.188	6.657	31.27	0.188	0.23	0.051
O	5.553	4.155	31.9	0.094	0.071	0.294
O	10.242	3.112	32.433	0.173	-0.162	0.347
O	9.975	5.145	30.52	0.246	-0.136	0.11
O	15.116	13.322	27.798	-0.019	0.073	-0.308
O	8.857	9.477	28.684	0.305	0.181	-0.187
O	16.204	1.372	32.72	0.002	-0.171	0.099
O	16.015	15.772	28.816	0.139	0.009	0.18
O	2.862	12.296	26.57	-0.145	0.014	-0.32
O	14.126	12.822	31.418	-0.131	-0.094	0.041
O	7.177	9.881	32.007	0.05	0.207	0.14
O	9.446	8.82	31.265	0.062	-0.082	0.114
O	5.855	11.865	29.466	0.2	0.156	0.026
O	13.688	11.216	26.673	-0.069	-0.007	-0.127
O	3.495	15.999	29.744	0.017	-0.152	-0.086
O	15.184	15.232	31.579	0.215	-0.104	0.248
O	11.729	12.514	32.626	-0.379	-0.172	0.498
O	16.381	13.427	30.025	0.237	-0.19	0.049
Si	0.022	0.065	5.351	0.06	0.073	-0.053
Si	2.735	2.781	5.348	-0.05	-0.014	-0.015
Si	0.049	5.505	5.414	0.033	0.059	-0.049
Si	2.802	8.239	5.435	0.013	0.05	-0.04
Si	0.023	10.971	5.515	0.007	0.051	0.006
Si	2.802	13.721	5.398	0.099	0.081	0.004
Si	5.493	0.058	5.336	0.076	0.07	-0.072
Si	8.208	2.747	5.353	-0.024	0.004	-0.084
Si	5.462	5.51	5.397	-0.009	-0.006	-0.061
Si	8.244	8.229	5.423	0.041	-0.003	-0.001
Si	5.528	11.001	5.36	0.034	0.004	-0.016
Si	8.235	13.697	5.367	-0.028	-0.059	-0.075
Si	10.937	0.019	5.37	-0.043	-0.06	-0.065
Si	13.692	2.755	5.384	-0.039	0.002	-0.03
Si	10.973	5.44	5.399	0.008	0.025	0
Si	13.714	8.214	5.489	0.043	0.063	0.013
Si	10.96	10.994	5.438	0.038	-0.009	-0.011
Si	13.675	13.744	5.413	0.058	0.056	0.009
Si	1.378	1.408	6.738	-0.009	-0.012	0.005
Si	4.094	4.121	6.75	0.029	0.013	-0.004
Si	1.408	6.862	6.789	0.039	-0.084	-0.01
Si	4.158	9.628	6.765	-0.018	-0.066	-0.052
Si	1.417	12.363	6.79	-0.026	-0.066	0.009
Si	4.144	15.095	6.75	-0.07	-0.057	-0.001
Si	6.843	1.392	6.738	-0.032	-0.003	0.013
Si	9.569	4.09	6.749	0.018	-0.002	-0.015
Si	6.835	6.864	6.764	-0.06	0.031	-0.017
Si	9.589	9.6	6.786	-0.004	-0.041	0.016
Si	6.857	12.351	6.758	-0.074	0.03	-0.004
Si	9.575	15.057	6.752	0.05	-0.02	0.018
Si	12.308	1.376	6.74	0.056	-0.01	-0.006
Si	15.048	4.125	6.757	-0.065	0.045	-0.002
Si	12.31	6.82	6.786	0.001	-0.023	0.002
Si	15.052	9.593	6.849	-0.012	-0.035	0.027
Si	12.314	12.365	6.79	-0.041	-0.035	-0.008
Si	15.055	15.106	6.75	-0.072	-0.025	-0.02
Si	16.388	2.734	8.125	0.016	-0.006	-0.007
Si	2.723	0.017	8.109	0.048	0.053	-0.006
Si	0.01	8.197	8.17	-0.033	0.036	0.008
Si	2.728	5.458	8.148	-0.011	0.045	0.011
Si	16.396	13.708	8.12	0.04	0.03	0.008
Si	2.747	10.953	8.139	0.03	0.055	0.012
Si	5.45	2.73	8.111	0.012	0.005	-0.004
Si	8.181	16.402	8.116	-0.011	0.001	0
Si	5.462	8.213	8.138	0.032	0.006	0.021
Si	8.181	5.453	8.11	0.024	0.036	-0.013
Si	5.462	13.69	8.125	0.034	0.019	0.002
Si	8.186	10.949	8.135	0.015	-0.031	-0.007
Si	10.92	2.712	8.119	-0.007	0.034	-0.004
Si	13.651	0.011	8.13	0.006	0.005	0.014
Si	10.923	8.191	8.136	0.026	0.049	0.002
Si	13.66	5.449	8.148	0.018	0.035	0.003
Si	10.913	13.691	8.148	0.033	0.004	0.009
Si	13.646	10.964	8.16	0.027	0.006	0.007
Si	1.339	4.09	9.505	-0.006	0.01	-0.011
Si	4.082	1.361	9.487	-0.027	-0.013	-0.012
Si	1.36	9.589	9.513	0.008	-0.043	0.007
Si	4.083	6.836	9.505	-0.019	-0.019	-0.01
Si	1.348	15.056	9.494	-0.039	-0.035	0.006
Si	4.087	12.323	9.504	-0.026	-0.045	-0.002
Si	6.813	4.085	9.485	-0.023	0.007	-0.01
Si	9.549	1.347	9.493	0.01	-0.01	-0.001
Si	6.815	9.574	9.504	-0.037	-0.027	0.006
Si	9.534	6.817	9.484	-0.028	-0.025	-0.006
Si	6.816	15.036	9.499	-0.038	-0.044	-0.005
Si	9.542	12.308	9.506	-0.006	-0.003	-0.008
Si	12.273	4.074	9.498	0.007	-0.003	0.011
Si	15.012	1.364	9.498	-0.041	0.005	-0.009
Si	12.267	9.573	9.5	-0.023	-0.04	0.003
Si	15.009	6.828	9.511	0.003	-0.025	-0.002
Si	12.281	15.047	9.51	-0.002	-0.021	0.004
Si	15.016	12.34	9.498	-0.013	-0.045	0.002

Results
total energy: -115453.525 eV
total energy less fixed offsets of O -438.35, Si -107.03 eV per atom: 12.815 eV
